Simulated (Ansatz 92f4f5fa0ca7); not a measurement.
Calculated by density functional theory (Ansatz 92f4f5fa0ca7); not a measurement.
Periodic cell of 226 atoms, Si132O92P2, from a study of silicon, its oxide and their interface. The atomic structure is a simulated model.
Doubt: the cutoff is far below the 930 eV that the study's wrapper takes by default for these files, so forces and energies are approximate.
This geometry differs little from another in the collection (a relaxation step or a small displacement).

Settings: functional PBE; potential files Ansatz PAW; basis plane waves; wave-function cutoff 580 eV; density cutoff ratio 5; exchange-correlation grid ratio 1; k mesh 1 x 1 x 1, Gamma-centred; self-consistency stop 5e-08 eV per atom in the density residual; occupations fixed; spin none; net charge 0.

Cell vectors (angstrom)
a	10.938	0	0
b	0	10.938	0
c	0	0	31.9494

Atoms and the computed forces on them: element, x, y, z (angstrom), force x, y, z (eV/angstrom)
Si	10.6912	0.07	24.4925	-0.0172	-0.0175	-0.0166
Si	5.0422	0.1366	24.7051	-0.0075	-0.0144	-0.0108
Si	2.8076	2.3107	24.5954	-0.0009	-0.0041	0.0133
Si	8.5534	2.4243	24.6204	0.0029	0.0066	-0.0133
Si	10.6648	5.5879	24.3982	-0.0084	-0.0041	-0.0691
Si	5.0952	5.5675	24.4642	0.0006	-0.0078	0.0215
Si	2.9783	7.938	24.4344	0.0071	-0.0002	-0.0359
P	8.377	7.7567	24.6343	0.0058	-0.0061	-0.0112
Si	1.3008	1.1456	25.8975	0.0206	-0.0016	0.0097
Si	6.8075	1.3065	25.7592	-0.0163	0.0152	-0.0032
Si	3.9635	4.006	25.7718	0.011	-0.0103	0.0022
Si	9.6663	4.0186	25.8933	0.0058	-0.0213	0.0006
Si	1.3001	6.8163	25.6821	0.0125	-0.0167	-0.0022
Si	6.7101	6.6152	25.7822	-0.0008	0.0189	-0.0059
Si	3.9845	9.4542	25.9722	-0.002	0.0083	-0.0014
P	9.6061	9.6038	25.8834	-0.0855	0.0684	0.1111
Si	2.6405	-0.1398	27.313	0.0058	0.0059	0.0057
Si	8.1704	-0.0495	27.1752	0.0651	-0.0377	-0.0272
Si	0.0704	2.665	27.2406	0.0036	0.0005	-0.0014
Si	5.4507	2.7201	27.1311	-0.0107	-0.0014	-0.0004
Si	2.6489	5.4299	27.1242	-0.0032	0.0056	0.0102
Si	8.1778	5.3643	27.1563	0.005	-0.0034	0.0058
Si	-0.0027	8.1946	27.1477	-0.0145	0.0238	0.0142
Si	5.5139	8.1413	27.1728	0.002	-0.0168	0.0089
Si	4.0876	1.3292	28.505	0.0011	-0.0065	-0.0113
Si	9.5371	1.3288	28.5231	0.0237	0.029	0.0231
Si	1.3834	4.0783	28.5784	-0.0054	0.0049	0.0027
Si	6.7891	4.0716	28.5405	0.0099	-0.0051	0.0023
Si	4.0899	6.7821	28.4788	0.0013	0.011	-0.0022
Si	9.5321	6.7985	28.4736	-0.003	-0.0017	-0.0069
Si	1.2808	9.5005	28.6405	0.0184	-0.0083	0.007
Si	6.8357	9.5233	28.554	-0.0036	-0.0191	0.015
Si	-0.037	0.0016	29.9217	0.0023	-0.0004	0.0122
Si	5.4736	-0.0073	29.8883	-0.0078	0.0081	-0.0039
Si	2.7628	2.7164	29.9041	0.0034	-0.003	0.0011
Si	8.1847	2.7328	29.8863	-0.0137	0.0047	0.0155
Si	-0.008	5.4691	29.8833	-0.0031	-0.0022	-0.0025
Si	5.4551	5.4638	29.8895	0.0043	-0.0069	0.0085
Si	2.7494	8.1618	29.8948	-0.0095	0.0084	0.0107
Si	8.2197	8.1828	29.8959	-0.0038	0.0053	0.0079
Si	1.3673	1.3673	31.2657	0.0874	0.0417	-0.0445
Si	6.8362	1.3673	31.2657	0.0393	-0.0269	-0.0329
Si	4.1018	4.1018	31.2657	0.0854	-0.0641	0.0893
Si	9.5708	4.1018	31.2657	-0.109	0.0091	-0.1067
Si	1.3673	6.8362	31.2657	0.0189	-0.1465	0.0082
Si	6.8362	6.8362	31.2657	0.0019	-0.0504	-0.1095
Si	4.1018	9.5708	31.2657	0.023	-0.0529	-0.1092
Si	9.5708	9.5708	31.2657	-0.1864	-0.1261	0.1808
Si	2.7345	0	0.6835	0.004	0.0625	0.0166
Si	8.2035	0	0.6835	-0.048	0.0426	-0.0994
Si	0	2.7345	0.6835	0.0769	0.1158	0.0391
Si	5.469	2.7345	0.6835	-0.0154	0.0991	0.089
Si	2.7345	5.469	0.6835	-0.0911	-0.0372	-0.0482
Si	8.2035	5.469	0.6835	0.0213	0.0568	-0.0138
Si	0	8.2035	0.6835	0.0555	0.0841	0.113
Si	5.469	8.2035	0.6835	0.0319	0.1466	0.0826
Si	4.0959	1.3812	2.066	-0.0012	-0.0019	0.0033
Si	9.5912	1.3536	2.0476	0.0013	-0.0016	0.0025
Si	1.3516	4.1378	2.0587	-0.0003	0.0017	0.0038
Si	6.8259	4.134	2.0477	0.0011	0.0035	0.0054
Si	4.0885	6.8486	2.048	0.0023	-0.0024	0.0017
Si	9.5713	6.842	2.0657	-0.0001	-0.0024	0.0014
Si	1.3609	9.6009	2.0592	-0.0003	0.003	0.0032
Si	6.8252	9.6149	2.0502	-0.0008	-0.0004	0.0065
Si	0.0329	0.0392	3.4771	0	-0.0023	0.0017
Si	5.4834	0.0428	3.4574	0.0031	-0.0035	-0.0016
Si	2.7188	2.7758	3.4104	-0.0019	0.001	-0.0013
Si	8.2526	2.7837	3.3505	0.0007	-0.0012	-0.004
Si	0.0275	5.5207	3.4776	0.0021	-0.0025	0.0003
Si	5.4746	5.5269	3.4323	-0.0005	-0.0037	-0.0009
Si	2.738	8.2437	3.4065	-0.0014	0.0002	-0.0016
Si	8.2411	8.2905	3.3913	-0.0006	0.0033	-0.0014
Si	1.3814	1.458	4.8532	0	-0.001	-0.0012
Si	6.9114	1.4763	4.7388	0.0009	0.0001	-0.0013
Si	4.0652	4.1565	4.7698	-0.0021	0.0003	-0.0003
Si	9.6004	4.0855	4.7875	-0.0008	-0.0005	0
Si	1.3698	6.9737	4.8513	-0.0001	0.0001	0.0011
Si	6.8425	6.9903	4.7381	-0.0002	0.0008	-0.0018
Si	4.0975	9.5778	4.8002	-0.0017	-0.0011	-0.0014
Si	9.6242	9.5814	4.8477	0.0002	0.0006	0.0007
Si	2.7624	0.0401	6.1519	-0.0005	0.0001	0.0002
Si	8.2989	0.1215	6.1033	0.0003	-0.0007	-0.001
Si	0.0202	2.8023	6.312	0.0009	-0.0003	0.0011
Si	5.5193	2.8407	6.0859	0.0001	-0.0001	0.0008
Si	2.7573	5.5948	6.1525	0.0024	0	-0.0006
Si	8.2562	5.6009	5.9702	0.0009	0	0.0015
Si	0.0528	8.3089	6.3814	0.0006	0.0008	0.0016
Si	5.5036	8.304	6.2333	0.0003	-0.0019	-0.0003
Si	4.4292	1.1845	7.344	0.0012	-0.0005	-0.0083
Si	9.8158	1.1553	7.6311	-0.0027	0.0001	-0.0069
Si	1.1827	4.5028	7.5182	0.0007	-0.0009	-0.0071
Si	6.6475	4.5466	7.2668	-0.003	0.0005	-0.0086
Si	4.3269	6.7103	7.557	-0.0003	-0.0013	-0.0099
Si	9.7342	6.6162	7.5146	0.0004	0.0002	-0.0086
Si	1.2862	9.9451	7.7186	0.0005	-0.0039	-0.0086
Si	6.7278	9.9654	7.4265	0.0007	0.0001	-0.0063
O	9.5668	1.2096	24.0436	0.0023	-0.0007	-0.0273
O	4.0732	6.7772	23.9461	-0.0079	0.0169	-0.0011
O	3.9905	1.2546	24.0629	0.0005	-0.0032	-0.0324
O	9.4394	6.7343	23.9445	-0.0129	-0.0334	-0.031
O	-0.0222	5.5456	8.0295	-0.0018	0.0013	0.0035
O	5.5763	0.1257	7.9241	-0.0004	0.0003	0.0042
O	0.0765	0.0951	8.1602	0.001	-0.0006	0.0032
O	5.5349	5.614	7.8967	0.003	-0.0003	0.0049
O	7.6077	3.9753	8.4629	0.0001	0.0004	0.0025
O	8.7362	7.053	8.7794	0.0005	-0.0012	0.0027
O	2.1856	9.4608	9.0608	0.0013	-0.0012	0.004
O	8.8979	1.6861	8.9328	0	0.0006	0.0023
O	7.623	9.4741	8.7297	0.001	-0.0018	0.0025
O	3.6186	1.8207	8.6218	-0.0007	0.0003	0.002
O	3.5923	7.23	8.9673	-0.0012	0.0004	0.0037
O	2.0675	4.0041	8.8325	-0.0003	-0.0009	0.0031
O	8.1367	3.4788	23.4097	-0.0195	0.0048	-0.0059
O	0.3683	4.9603	22.9841	0.0208	-0.0279	-0.0151
O	1.8672	2.8019	23.3268	0.0019	-0.0098	0.0001
O	5.7883	4.8511	23.1453	0.0113	-0.0205	-0.0255
O	5.5039	10.0174	23.524	0.079	-0.0311	-0.0609
O	2.4506	8.6864	23.0508	0.0083	-0.0108	0.0207
O	0.187	10.039	23.2047	0.0058	0.0067	-0.0061
O	7.8152	8.5899	23.3622	-0.0498	0.0683	-0.089
Si	8.6745	7.6789	18.4921	-0.0004	0.0007	0.0132
Si	8.7941	6.3414	13.6733	0.002	-0.0015	0.0133
Si	3.8	1.5233	14.7724	0.0009	-0.0026	0.0144
Si	2.1437	5.7358	17.6846	-0.0005	0.0035	0.0126
Si	2.4222	3.1381	19.5674	0.0013	-0.0044	-0.0023
Si	9.8226	9.0141	12.1172	0.0002	-0.0006	0.0086
Si	1.3128	9.4187	22.1476	-0.0142	-0.0101	-0.0216
Si	9.1843	0.9449	13.244	0.0015	-0.0025	0.0139
Si	1.4338	5.0403	13.0714	-0.0016	-0.0008	0.0122
Si	1.8062	8.2433	12.8558	0.0012	0.0015	0.0131
Si	6.6859	9.5229	22.5505	0.0024	-0.018	0.0717
Si	4.5268	4.5852	15.7502	0.0007	0.0001	0.0158
Si	8.2158	3.0216	9.6069	0.0017	-0.0003	0.0032
Si	0.8478	8.2395	19.3222	-0.0031	-0.003	0.0074
Si	6.9706	1.2851	21.1559	0.0086	-0.0171	-0.0014
Si	8.2342	8.3148	9.6984	0.0002	0.0011	0.0033
Si	10.8957	5.1904	15.6559	0.0002	-0.0015	0.0163
Si	7.5727	9.4783	16.3742	0.0009	-0.0049	0.0136
Si	9.9265	2.0482	20.3393	-0.0023	-0.0042	0.0038
Si	3.222	8.5147	9.9434	-0.0006	-0.0007	0.0043
Si	6.6981	3.322	17.4538	0.0023	-0.0021	0.0065
Si	1.1641	0.2056	19.8636	0.0019	-0.0011	-0.003
Si	3.2433	2.8	12.329	-0.0015	-0.0014	0.0113
Si	7.2307	5.3681	19.7299	0.0026	0.0021	0.0081
Si	5.7568	8.6593	11.5808	0.0001	-0.0002	0.0083
Si	5.7938	6.0593	13.2407	-0.0015	-0.0014	0.014
Si	4.6411	9.6956	17.7092	-0.0016	-0.0037	0.0067
Si	0.9873	3.618	22.2334	-0.0102	0.0164	-0.0046
Si	4.9015	1.4648	18.8855	0.0007	-0.0037	0.0061
Si	3.1987	3.0798	9.5442	-0.0014	-0.0011	0.003
Si	6.4601	10.8032	13.8395	0.0004	-0.0021	0.0152
Si	10.3589	0.094	16.0207	-0.0017	-0.0006	0.0139
Si	5.6662	3.6482	11.1843	-0.0008	0.0007	0.0076
Si	9.8469	3.8791	11.9487	0	-0.0007	0.0085
Si	2.3581	9.9001	15.603	0.001	-0.0018	0.0162
Si	6.1139	8.0963	19.8825	0.0045	-0.0004	0.0134
Si	6.9178	3.9278	22.4251	0.018	-0.0055	-0.0032
Si	9.7523	2.7569	17.4034	-0.0019	-0.0012	0.0079
O	7.2038	6.3633	14.0174	-0.001	-0.0013	-0.0054
O	1.8906	7.0491	18.7396	0.0015	-0.0054	-0.005
O	10.2882	4.0142	16.5616	0.0015	0.0021	-0.0064
O	6.1713	9.9275	17.124	0.0044	-0.0008	-0.0048
O	10.159	0.6777	14.5164	-0.0026	0.0012	-0.0103
O	8.4704	6.0987	18.925	-0.0034	-0.0027	0.0027
O	5.1819	0.6765	14.4768	0.001	-0.0013	-0.0046
O	5.7196	2.0348	17.6039	-0.0002	0	-0.0021
O	8.344	1.9044	20.5929	0.0024	0.0021	0
O	2.017	4.2879	18.4658	0.002	0.0006	-0.0025
O	6.9685	2.7985	10.662	0.0003	-0.0009	-0.0026
O	4.8786	2.6915	12.2464	0.0017	0.0003	-0.0044
O	6.0253	4.3659	16.3958	-0.0037	0.0004	-0.0058
O	4.5628	3.9199	9.9745	-0.0007	-0.0009	-0.0022
O	10.6736	2.7701	21.602	-0.0015	-0.0111	-0.0031
O	9.7337	6.1478	15.0106	-0.0038	0.0003	-0.0079
O	6.0187	6.4627	19.853	-0.0003	-0.0007	-0.0027
O	4.0773	0.166	18.3433	-0.0004	0.0008	0.0014
O	9.2655	10.5354	12.3191	0	-0.0031	-0.0043
O	2.8635	4.3409	12.7497	0.001	-0.0025	-0.0045
O	1.8784	10.7121	21.2904	-0.0016	0.0019	0.0069
O	4.0016	2.7018	19.4833	-0.0016	-0.0014	0.0015
O	0.7433	10.0235	16.0217	0.0011	-0.0021	-0.0037
O	1.2934	9.7964	18.9038	0.0015	0.0035	-0.0017
O	1.7133	1.662	19.3415	0.0024	0.0004	-0.0002
O	8.9485	10.3654	16.5491	0.0014	0.0005	-0.0054
O	4.891	8.6235	18.9315	-0.0028	-0.0004	-0.0027
O	9.5796	8.7454	10.5235	-0.001	-0.0016	-0.0031
O	6.7711	4.064	18.8968	-0.0007	-0.0012	0.0009
O	2.8527	1.7029	13.4414	-0.0003	0.0018	-0.0075
O	5.9608	8.6286	21.4123	-0.0197	-0.0005	-0.0146
O	2.547	2.4429	10.9048	-0.0001	-0.0003	-0.0026
O	7.5958	4.8146	21.2231	-0.0077	-0.0047	-0.0026
O	5.2218	7.4654	12.5917	0	0.0013	-0.0034
O	0.4384	9.0524	12.5489	-0.0009	-0.0013	-0.0035
O	7.5943	1.0377	13.6306	0.0009	0	-0.004
O	7.1063	9.6191	14.8056	-0.0035	0.0014	-0.0082
O	8.9831	5.0083	12.746	-0.0001	-0.0029	-0.0045
O	8.0979	8.0136	16.9673	-0.002	0.0006	-0.0078
O	6.2313	2.5011	21.9732	0.0021	0.0287	0.0209
O	2.4674	9.043	14.1663	-0.0014	-0.0051	-0.0107
O	0.4303	4.4706	11.9166	-0.0008	-0.0019	-0.002
O	0.79	8.3217	20.9963	0.0023	0.0016	0.0012
O	9.3943	3.8163	10.3926	-0.0014	-0.0019	-0.0023
O	9.6658	2.366	12.5793	0.0004	0.0016	-0.0033
O	7.6457	8.5483	19.4499	0.0004	-0.0018	-0.0033
O	2.5573	8.1751	11.4019	0.0008	-0.0013	-0.0037
O	3.9782	3.0422	15.4193	-0.0008	-0.0045	-0.0062
O	0.8562	4.486	14.4929	0.0024	-0.0013	-0.008
O	10.0387	2.9868	18.9981	-0.001	-0.0009	-0.0031
O	9.1528	7.7837	12.9804	0.0005	0.001	-0.0052
O	10.5088	0.5282	20.1178	0.0009	-0.0021	0.0043
O	6.0374	5.0276	11.9769	-0.0002	-0.0043	-0.0059
O	8.1526	2.7161	17.0454	0.002	-0.0004	-0.0011
O	3.5343	5.4687	16.7705	0.0021	-0.0041	-0.0055
O	4.6733	9.1295	10.4283	-0.0017	-0.0009	-0.0025
O	1.5487	6.6618	13.2133	0.0002	-0.0004	-0.0047
O	4.7696	5.4779	14.3894	0.0031	0.0018	-0.0099
O	2.0246	3.8623	20.9845	0.0045	-0.0015	0.001
O	10.5532	1.3906	16.998	0.0001	-0.0023	-0.004
O	0.941	6.0516	16.6238	-0.0019	-0.0028	-0.0061
O	7.3998	10.8732	21.9804	-0.0203	0.0079	0.0091
O	5.9294	0.8539	19.9939	-0.0024	0.0043	-0.0025
O	6.0809	10.0111	12.4546	-0.0013	-0.0045	-0.0068
O	2.8606	0.5228	15.6432	0.001	0.0016	-0.0056
O	7.0606	8.0108	10.8064	0.0009	-0.0016	-0.0019
O	10.2583	8.0078	18.7329	-0.0005	-0.0015	-0.0009
O	3.4568	9.1819	16.6556	-0.0035	0.001	-0.0084

Results
free energy: -137746.149 eV
free energy less fixed offsets of O -568.88, P -755.39, Si -635.61 eV per atom: 2.111 eV

The program warned: the cutoff lies below the one the program advises for these potential files; the exchange-correlation potential is rough where the density is thin.
